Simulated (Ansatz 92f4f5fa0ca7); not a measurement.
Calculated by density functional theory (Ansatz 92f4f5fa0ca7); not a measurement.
Periodic cell of 273 atoms, Si157O104As12, from a study of silicon, its oxide and their interface. The atomic structure is a simulated model.

Settings
functional: PBE
potential files: Ansatz PAW
basis: plane waves
wave-function cutoff: 700 eV
density cutoff ratio: 5
exchange-correlation grid ratio: 1
k mesh: 2 x 2 x 1, shifted by 0.5 0.5 0.5 of a step
self-consistency stop: 5e-08 eV per atom in the density residual
occupations: fixed
spin: none
net charge: 0

Cell vectors (angstrom)
a 11.6015 0 0
b 0 13.3963 0
c 0 0 31.1393

Atoms and the computed forces on them: element, x, y, z (angstrom), force x, y, z (eV/angstrom)
As 11.6332 0.0669 24.2055 0.0125 -0.0002 -0.0351
As 3.8599 0.0666 24.2455 0.0005 0.0024 -0.0565
As 7.7446 0.0089 24.1801 -0.0258 0.0172 -0.0216
As 1.9428 3.3473 24.2041 -0.0082 -0.0076 0.0733
Si 5.7438 3.3193 24.501 -0.0231 -0.0193 -0.0769
Si 9.7185 3.3979 24.5299 0.0185 0.0025 -0.0859
As 11.6598 6.7032 24.1195 0.0188 -0.0359 0.0693
Si 3.8745 6.7092 24.4206 -0.0072 -0.0137 -0.091
Si 7.7468 6.7717 24.2276 -0.0194 -0.0006 -0.0952
Si 2.0676 10.1757 24.4795 0.0393 -0.0303 -0.0827
As 5.7998 10.1463 24.1602 0.001 -0.046 0.0827
Si 9.6643 10.1131 24.3518 -0.0082 -0.0275 -0.0773
Si 11.6552 2.246 25.279 0.0587 0.0161 -0.0122
Si 3.8111 2.2357 25.3243 -0.058 0.0159 -0.0169
Si 7.7413 2.2133 25.2174 -0.0057 0.0053 0.0154
Si 1.9225 5.5809 25.2341 -0.047 -0.0101 -0.0292
Si 5.851 5.6034 25.1561 -0.004 0.0302 0.0192
Si 9.7016 5.6939 25.1791 0.0229 0.0002 -0.0142
Si 11.6562 8.9539 25.0891 0.0203 0.0039 0.0271
Si 3.9513 8.9695 25.2499 0.0534 0.0122 -0.0315
Si 7.7108 8.9971 25.1483 -0.0563 0.012 -0.0071
Si 1.9393 12.3931 25.3061 -0.0191 0.0243 -0.0175
Si 5.8032 12.333 25.2504 0.0206 -0.0092 -0.0279
Si 9.6961 12.3473 25.2193 0.0059 0.0271 -0.0197
Si 11.606 2.2483 27.6229 -0.0125 0.0056 -0.012
Si 3.8552 2.2493 27.6573 0.0161 0.0055 -0.0108
Si 7.7351 2.2503 27.5864 -0.0026 0.0163 -0.0282
Si 1.9283 5.5984 27.5918 0.0216 0.001 -0.0059
Si 5.8206 5.6057 27.551 0.0132 0.0164 -0.0313
Si 9.6656 5.6337 27.5608 -0.0221 0.0023 -0.0111
Si 11.624 8.9659 27.5025 0.0003 0.0046 -0.0337
Si 3.8971 8.9337 27.6058 -0.02 0.0102 -0.0012
Si 7.7468 8.9379 27.5403 0.0119 0.0086 -0.0164
Si 1.9357 12.3096 27.6419 -0.0047 -0.0012 0.0005
Si 5.8097 12.2959 27.5963 0.0039 -0.0006 -0.0071
Si 9.671 12.293 27.5806 0.0022 0.002 -0.0034
Si 1.9251 1.1362 28.4178 0.003 -0.0096 -0.0328
Si 5.8093 1.1287 28.3853 -0.0191 0.0052 -0.0043
Si 9.6626 1.1264 28.3788 0.0244 -0.0089 0.0034
Si 11.5899 4.4895 28.3746 -0.0025 -0.0034 -0.0171
Si 3.8792 4.4985 28.3716 -0.031 -0.0043 0.0041
Si 7.742 4.4896 28.3624 0.0351 0.0029 0.0094
Si 1.933 7.8384 28.36 0.0124 0.0018 0.0087
Si 5.8287 7.8216 28.3788 0.008 0.0046 -0.0235
Si 9.6945 7.8551 28.3561 -0.0265 0.0111 0.0047
Si 11.6008 11.1718 28.3692 -0.0069 -0.0042 0.0176
Si 3.8775 11.1744 28.3792 0.0082 -0.0143 0.0173
Si 7.7392 11.166 28.3646 0.0001 -0.0031 0.015
Si 1.9336 1.1164 30.7444 -0.001 0.033 0.3896
Si 5.8008 1.1164 30.7444 0.0217 0.0246 0.1183
Si 9.6679 1.1164 30.7444 -0.0248 0.0065 0.0234
Si 0 4.4654 30.7444 -0.0493 0.0956 -0.0592
Si 3.8672 4.4654 30.7444 0.0624 0.1039 -0.021
Si 7.7343 4.4654 30.7444 0.0123 0.0467 -0.0635
Si 1.9336 7.8145 30.7444 -0.0421 0.0435 -0.0804
Si 5.8008 7.8145 30.7444 0.0777 -0.0041 0.014
Si 9.6679 7.8145 30.7444 0.0486 0.0806 -0.1223
Si 0 11.1635 30.7444 -0.0211 -0.0338 -0.0542
Si 3.8672 11.1635 30.7444 0.0218 0.0077 -0.0065
Si 7.7343 11.1635 30.7444 0.0383 -0.044 -0.1445
Si 0 0 0.3944 -0.0894 -0.129 0.2105
Si 3.8672 0 0.3944 -0.0244 -0.078 0.0292
Si 7.7343 0 0.3944 0.07 -0.0745 0.206
Si 1.9336 3.3491 0.3944 -0.0239 -0.0257 0.0661
Si 5.8008 3.3491 0.3944 -0.0233 -0.0486 0.0163
Si 9.6679 3.3491 0.3944 0.0223 -0.0545 0.0247
Si 0 6.6981 0.3944 -0.0139 -0.1454 -0.1973
Si 3.8672 6.6981 0.3944 -0.0056 -0.0279 -0.0515
Si 7.7343 6.6981 0.3944 -0.0037 0.0379 -0.0618
Si 1.9336 10.0472 0.3944 0.039 0.0901 0.0411
Si 5.8008 10.0472 0.3944 0.013 0.0232 -0.0181
Si 9.6679 10.0472 0.3944 -0.1517 0.1238 -0.0205
Si 11.5684 -0.0428 2.7929 0.0192 -0.0079 -0.0077
Si 3.856 -0.0206 2.764 -0.0039 0.0001 0.0244
Si 7.7415 -0.0302 2.7932 -0.0245 0.0009 -0.0171
Si 1.9243 3.3391 2.7758 -0.0028 0.0034 -0.0249
Si 5.793 3.3319 2.7661 0.0426 0.0055 0.0027
Si 9.6661 3.3254 2.7671 -0.0346 -0.0065 0.0014
Si 11.5901 6.6642 2.7372 -0.0366 0.0024 0.0021
Si 3.864 6.6972 2.7579 0.0299 -0.0043 -0.0008
Si 7.7379 6.7011 2.7549 -0.0036 0.0063 0.0263
Si 1.9267 10.0617 2.7702 0.0194 0.0068 -0.0282
Si 5.7911 10.0441 2.7608 0.0356 0.0112 -0.0018
Si 9.6237 10.0624 2.757 -0.0428 0.0075 0.0017
Si 11.5972 2.1898 3.5511 0.0211 -0.0132 0.0255
Si 3.8563 2.2058 3.5464 -0.0197 -0.02 0.0148
Si 7.7289 2.2101 3.5598 -0.0018 0.0187 -0.0107
Si 1.9294 5.5874 3.5464 0.0043 -0.0252 0.0189
Si 5.8083 5.5761 3.5234 -0.0156 -0.0042 0.0033
Si 9.6542 5.5583 3.5447 0.0092 -0.0071 0.011
Si 11.5609 8.9148 3.4052 0.016 -0.0083 0.0076
Si 3.8626 8.9304 3.5369 -0.0152 -0.0108 0.0092
Si 7.7122 8.9289 3.5787 0.0046 -0.001 -0.0132
Si 1.9226 12.2889 3.6128 -0.0187 -0.0082 0.0155
Si 5.7912 12.2668 3.5766 0.0277 -0.0018 0.0101
Si 9.643 12.2442 3.6949 -0.0023 -0.0041 0.042
Si 11.5711 2.1378 5.9179 -0.026 -0.0046 0.0142
Si 3.8876 2.1683 5.9105 0.0134 -0.0174 0.0104
Si 7.721 2.2124 5.9162 0.0055 -0.0082 0.0197
Si 1.9194 5.5956 5.9177 0.0098 0.0042 -0.009
Si 5.8357 5.5824 5.8736 0.0381 -0.0071 0.0105
Si 9.6115 5.5454 5.9037 -0.0432 0.0008 -0.0001
Si 11.47 8.858 5.7065 -0.0624 -0.0314 0.0389
Si 3.8971 8.942 5.8887 0.0334 -0.0012 0.0154
Si 7.6868 8.8821 5.9525 -0.0008 -0.0377 0.0082
Si 1.9509 12.228 6.0122 0.0344 -0.0036 0.0176
Si 5.7562 12.2701 5.9495 -0.05 0.01 0.0159
Si 9.6094 12.2477 6.1523 -0.0156 -0.0126 -0.0404
Si 1.9473 1.1019 6.8596 0.0185 -0.0024 0.1113
As 5.8061 1.0982 6.9705 0.0171 0.0106 0.0162
As 9.6294 1.1417 7.0258 -0.0339 0.0061 -0.0149
Si 11.5832 4.4004 6.6317 0.0026 -0.0204 0.0855
Si 3.8873 4.4377 6.602 0.0185 -0.0098 0.0824
As 7.708 4.4406 6.9632 -0.0053 0.0216 -0.056
Si 1.8517 7.903 6.5915 -0.0134 -0.0049 0.094
As 5.7737 7.7625 6.9612 0.0116 0.0188 -0.0002
As 9.6332 7.7613 6.9022 0.0039 0.0177 -0.0205
Si 11.6116 10.9994 6.7007 0.0138 0.0233 0.0878
As 3.8813 11.1165 6.9997 0.0322 0.0434 -0.0807
Si 7.5882 11.084 6.9331 -0.0389 0.0082 0.0764
O 0.0545 4.2417 8.2759 0.0153 -0.0031 -0.0067
O 7.235 10.9522 8.5774 0.0492 -0.0169 0.005
O 2.0008 1.3079 8.5374 -0.0111 -0.0205 -0.008
O 1.6471 8.1904 8.2325 0.0155 0.0058 0.0113
O 3.9255 4.3899 8.251 -0.0343 -0.0122 0.0002
O 0.2319 10.5661 8.312 -0.0129 -0.029 -0.0053
O 9.8565 3.3946 22.8757 -0.0462 0.0241 0.0101
O 3.7944 6.655 22.757 0.0369 0.0102 -0.0096
O 5.4863 3.2179 22.8581 0.0578 0.0346 -0.0123
O 7.6709 6.7857 22.5373 0.0048 0.0072 0.0231
O 2.4687 10.3677 22.8723 -0.0524 0.0292 -0.0238
O 9.5248 10.1707 22.692 0.0252 0.0078 -0.012
Si 11.3298 11.6397 12.8527 -0.0014 0.0018 0.0024
Si 9.5075 12.3139 19.1517 -0.0012 0.0008 -0.0052
Si 3.6294 4.4152 9.8278 0.0027 0.0041 0.0053
Si 5.9766 12.5258 14.9493 0.0009 0.0024 -0.0014
Si 6.522 4.3571 13.924 0.0036 -0.0026 -0.0015
Si 11.4969 8.5999 13.301 -0.0013 -0.0005 0.0021
Si 0.3429 10.6961 19.6876 0.0031 0.0031 0.0032
Si 10.899 1.9383 11.3437 -0.0077 -0.0009 0.0031
Si 10.5135 2.0374 19.2748 0.0006 -0.0032 -0.0037
Si 9.2531 4.0136 21.5028 -0.006 0.0041 -0.0046
Si 4.625 12.049 19.6671 0.0045 0.0032 -0.0035
Si 1.395 0.9748 16.3096 0.0006 0.0045 -0.0055
Si 10.3368 4.2669 16.8785 0.0001 -0.0029 -0.0071
Si 1.8881 0.6926 10.0621 -0.0039 -0.0096 0.0086
Si 7.6862 5.7474 18.1451 0.0003 0.0021 -0.0023
Si 2.3445 4.5553 13.7416 -0.0006 0 0.0008
Si 7.3294 10.8774 10.2147 0.008 -0.0011 0.0075
Si 5.7036 3.5788 17.0729 -0.0009 -0.0057 -0.0021
Si 4.3346 6.4938 21.2329 0.0011 0.001 -0.0015
Si 4.679 9.1268 19.8634 0.0014 -0.0023 -0.0061
Si 3.421 11.9996 16.7553 -0.0018 -0.0005 -0.002
Si 10.7245 7.2682 10.7234 -0.0031 -0.004 0.0016
Si 11.5023 2.8706 14.3222 -0.0031 -0.0012 -0.002
Si 5.1462 6.3297 11.7127 -0.0005 0 -0.0019
Si 0.2002 6.9651 17.4865 0.0006 0 0.0007
Si 5.1561 8.5592 14.5045 -0.0028 0.0013 0.0044
Si 1.359 9.7393 17.0088 0.0031 -0.0031 -0.0044
Si 7.7654 7.0015 14.0755 0.0035 -0.0041 0.001
Si 1.8629 2.4593 18.9722 -0.001 -0.0006 -0.0023
Si 6.5007 1.3905 13.2913 0.003 -0.001 0.0042
Si 5.5181 7.7505 17.1622 0.001 0.0035 -0.004
Si 7.904 7.8646 11.2298 0.0027 -0.0023 -0.0038
Si 8.5914 11.38 16.336 -0.0028 -0.0005 -0.0018
Si 4.9696 1.6521 19.2135 0.0036 -0.003 -0.0055
Si 2.2379 11.3157 10.9725 0.0014 0.0012 0.0027
Si 8.8394 13.2769 11.6622 0.0004 0.0023 -0.0008
Si 1.9738 5.6673 19.1769 -0.0045 0.0017 -0.0012
Si 6.0141 3.7581 21.4167 0.008 0.001 -0.0031
Si 9.5121 9.8801 21.0924 0.005 0.0011 -0.0066
Si 8.5216 6.7919 21.1062 0.0067 -0.0034 -0.0112
Si 9.7472 8.4053 15.9491 -0.0021 -0.0036 0.002
Si 11.3589 12.0583 15.7438 0.0045 0.0019 -0.0034
Si 5.0585 10.993 12.4177 -0.002 0.0018 0.0055
Si 3.5644 5.3578 16.6109 -0.0018 -0.001 -0.0035
Si 0.4027 4.4834 9.8337 0.0003 0.0006 0.0131
Si 2.8401 7.5448 13.1904 0.0009 0.0031 0.0011
Si 2.7047 10.8336 21.3487 -0.015 0.006 0.0003
Si 0.8904 9.3161 9.1526 0.0013 -0.0057 0.0031
Si 3.8603 2.3598 11.8704 0.0023 -0.0013 0.0047
O 2.4049 12.5408 9.8997 0.0035 -0.0004 0.0087
O 5.5964 8.9492 16.0359 -0.0108 -0.0204 -0.0002
O 3.599 8.0414 14.5551 0.0299 0.0095 0.0033
O 0.9065 11.7655 11.7687 0.0024 -0.018 0.0007
O 7.592 0.4392 12.5453 -0.002 0.0064 -0.0038
O 5.625 2.0537 17.7288 0.0081 0.0039 0.0258
O 3.8016 12.031 21.0939 -0.001 -0.0265 -0.0214
O 4.1136 7.5564 12.1397 0.0087 0.0037 -0.0107
O 8.6187 7.3899 15.3764 0.001 0.0118 -0.0091
O 9.7614 12.1774 15.548 0.0063 -0.0167 0.0206
O 6.1749 7.3369 14.158 0.0062 0.003 -0.0086
O 2.0119 9.9119 10.1801 -0.0227 0.0171 -0.0104
O 5.4905 12.1931 13.4229 -0.006 -0.0142 0.0003
O 9.6693 0.5819 19.3049 0.0094 0.0003 0.0007
O 11.1327 3.4199 10.7074 0.0128 -0.0067 -0.0095
O 8.8191 8.3957 20.8346 -0.008 -0.0043 0.0136
O 10.3986 3.4925 15.397 0.0243 0.004 -0.001
O 5.3109 5.1958 21.0749 -0.005 -0.0006 0.0096
O 4.6895 8.427 18.3902 0.0129 0.0006 -0.0043
O 5.472 10.5965 19.7075 -0.0325 -0.0014 -0.0007
O 10.3753 7.8011 17.3462 0.0057 -0.0022 -0.0283
O 10.9089 10.0645 12.8882 0.0187 0.0048 0.0022
O 5.1694 7.8722 20.8283 -0.0164 -0.0206 0.0094
O 8.9446 11.2927 20.3707 0.021 -0.0137 -0.005
O 0.111 10.5806 16.3533 0.0156 0.0117 -0.0044
O 6.9794 7.1105 17.5324 -0.0176 -0.008 -0.0049
O 2.6839 10.5509 16.4383 -0.004 0.0133 0.0154
O 5.6424 2.6366 20.3118 -0.0094 0.002 -0.0052
O 7.8858 6.1978 19.7073 -0.0011 0.0067 -0.0092
O 1.2582 9.9148 18.616 -0.0084 0.0195 -0.0053
O 2.675 13.3541 16.1927 -0.0064 -0.0028 0.0153
O 8.5329 11.9732 17.8699 0.0253 -0.0046 -0.0058
O 5.4148 0.0878 19.5458 -0.0194 0.0158 -0.0023
O 5.0568 1.4902 12.5317 -0.0012 0.0166 -0.0019
O 2.4528 5.9113 17.6329 0.0059 -0.0123 0.0004
O 10.9417 8.3716 14.8165 -0.0039 -0.0089 -0.0043
O 6.6622 4.4764 18.0404 -0.013 0.0046 -0.0147
O 10.881 2.1396 12.9868 0.0101 0.0112 -0.0087
O 3.2156 9.5279 20.4833 0.0099 0.029 0.0105
O 5.4574 5.1189 12.8548 0.0229 0.0078 -0.0095
O 8.3096 7.878 12.8165 -0.0061 -0.013 -0.016
O 5.9052 11.0411 11.0188 0.0085 -0.0002 0.0074
O 1.7821 4.0521 19.3899 0.0141 0.0011 -0.0103
O 1.6996 2.1665 17.3704 0.0092 -0.0128 0.0108
O 8.3008 12.1274 10.6298 -0.0119 -0.0032 0.0114
O 5.3598 9.6974 13.3678 -0.0148 -0.0175 -0.0039
O 2.3089 6.0146 13.0265 0.0023 0.0004 0.0014
O 10.4801 2.9559 17.8899 -0.0061 0.006 0.0074
O 7.8108 5.3662 13.9766 -0.023 0 -0.002
O 4.3424 5.7294 10.4372 0.0024 -0.0187 -0.0018
O 11.5048 5.4529 16.8137 -0.0101 0.0123 0.0099
O 0.3803 0.9251 10.6447 0.0052 0.0142 -0.0181
O 0.1891 13.3256 16.6856 0.0033 -0.0098 -0.0281
O 6.2904 0.7425 14.8031 0.0054 -0.0035 -0.0208
O 9.6797 5.616 21.3722 -0.0181 -0.0213 0.0073
O 4.8498 12.0789 16.0176 -0.0063 -0.0022 -0.0062
O 0.787 4.1381 13.8253 0.0103 -0.026 0.0087
O 2.7843 1.3212 11.262 0.0129 0.0053 0.0013
O 3.323 1.8087 19.3723 0.008 0.0098 -0.0036
O 7.2635 11.6785 15.4653 0.0074 0.0044 0.0036
O 1.3033 11.4213 20.7718 0.0078 -0.0283 -0.0132
O 1.5414 8.5485 13.1216 -0.0206 -0.0132 -0.0024
O 9.4759 1.2166 10.9503 0.01 -0.0129 0.024
O 9.1184 7.0998 10.4377 0.0108 0.0178 0.0216
O 0.5106 1.7671 19.6379 -0.0176 0.0199 -0.0165
O 3.1762 3.3754 12.9705 -0.0057 -0.0013 -0.0159
O 6.011 3.9225 15.467 0.0015 0.009 0.0125
O 11.0108 9.64 20.4986 -0.0044 0.0363 -0.0088
O 2.9815 4.8554 15.2018 -0.0017 -0.0024 -0.0026
O 4.3908 3.1748 10.5639 -0.0195 0.0067 0.0081
O 0.9407 1.7677 14.9619 -0.0143 0.0043 0.0024
O 3.4927 11.1207 11.9942 0.0051 0.0008 -0.0127
O 7.86 9.3893 10.6491 -0.0073 -0.0036 -0.0004
O 3.6047 12.0364 18.379 0.0124 -0.0081 -0.005
O 11.5439 5.9821 10.2155 -0.0072 -0.004 0.0008
O 9.8306 3.0414 20.3502 0.0013 -0.004 0.0003
O 10.0203 12.547 12.5297 0.0106 0.0012 -0.0115
O 4.7002 6.5022 16.5038 -0.0077 0.0027 0.0144
O 0.4049 12.1512 14.2531 -0.0224 -0.0095 0.0093
O 0.5993 6.5916 19.0662 -0.0018 -0.0062 -0.0083
O 2.0118 4.3414 10.1158 0.0044 0.0006 -0.0134
O 11.0404 11.805 18.9173 -0.0141 -0.0188 0.0268
O 4.1687 4.0449 17.3424 0.0114 0.0209 -0.011
O 1.2514 8.1038 16.794 -0.0058 0.0038 0.0085
O 7.0499 2.9322 13.3324 -0.0123 -0.0041 0.0023
O 11.2884 8.6069 9.9848 0.0165 -0.0126 -0.0051
O 3.0216 6.265 20.267 0.0069 -0.007 -0.0031
O 8.9547 9.7882 16.3005 -0.0021 0.0128 -0.0006
O 9.0052 5.1392 17.3535 0.0108 -0.0116 0.0067
O 7.626 3.9233 21.5004 0.0064 -0.0017 -0.0061
O 10.949 7.4229 12.3293 -0.0042 0.0222 -0.0144
O 6.5119 7.0153 11.1129 0.0024 0.006 0.0115

Results
free energy: -217252.824 eV
free energy less fixed offsets of As -4857.07, O -569.03, Si -635.61 eV per atom: 1.906 eV

The program warned: the cutoff lies below the one the program advises for these potential files; the forces do not sum to zero within the program's tolerance; the exchange-correlation potential is rough where the density is thin.
